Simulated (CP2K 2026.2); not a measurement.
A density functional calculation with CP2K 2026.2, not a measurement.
Periodic cell of 432 atoms, Si324O108, from a study of silicon, its oxide and their interface. The atomic structure is a simulated model.
Doubt: the forces sum to 3.44 eV/angstrom along one axis rather than to zero, so they err by at least 0.0080 eV/angstrom per atom on average; the grid cutoff is modest.

Settings
functional: PBE
method: Gaussian and plane waves
basis set: DZVP-MOLOPT-SR-GTH
pseudopotentials: GTH-PBE
grid cutoff: 350 Ry, relative cutoff 50 Ry
k points: Gamma only
occupations: fixed
spin: none
net charge: 0

Cell vectors (angstrom)
a 16.32 0 0
b 0 16.32 0
c -5.5357 -2.8089 29.5565

Atoms and the computed forces on them: element, x, y, z (angstrom), force x, y, z (eV/angstrom)
Si 1.138 15.14 0.051 0.187 -0.213 0.718
Si -1.786 -1.256 29.532 0.176 -0.002 0.688
Si -4.176 0.817 29.308 -0.156 0.365 0.656
Si 3.659 7.006 0.05 0.149 -0.08 0.748
Si 1.61 9.357 0.24 -0.061 0.049 0.703
Si 4.384 11.937 0.016 -0.149 0.206 0.713
Si 1.637 11.752 29.551 -0.071 0.164 0.766
Si 9.195 1.773 0.051 0.112 -0.125 0.746
Si 6.997 4.038 0.083 -0.238 0.006 0.677
Si 9.636 6.686 0.331 -0.195 0.307 0.657
Si 1.073 6.872 29.531 0.135 -0.314 0.677
Si 3.796 9.431 29.514 0.281 -0.079 0.7
Si 12.548 14.86 0.176 -0.341 0.025 0.67
Si 15.148 0.92 0.272 -0.076 0.218 0.766
Si 11.968 4.51 0.013 0.403 -0.475 0.654
Si 14.794 7.3 0.011 0.149 -0.335 0.709
Si 12.542 9.44 0.298 -0.187 0.006 0.695
Si 14.648 12.522 0.148 0.229 -0.112 0.748
Si 2.704 -0.015 1.358 0.005 -0.021 -0.058
Si 5.369 2.753 1.228 0.005 0.013 -0.025
Si 2.462 5.355 1.177 -0.017 -0.077 -0.035
Si 5.397 8.097 1.274 -0.016 0.022 -0.058
Si 2.828 10.895 1.449 0.045 0.029 -0.058
Si 5.502 13.554 1.309 0.001 -0.019 -0.077
Si 8.151 0.013 1.254 -0.012 -0.016 -0.036
Si 10.912 2.783 1.296 0.013 0.037 -0.066
Si 8.111 5.456 1.555 0.022 -0.015 -0.025
Si 10.892 8.267 1.481 0.056 -0.011 -0.024
Si 8.145 10.807 1.376 -0.031 0.014 -0.047
Si 10.869 13.575 1.231 -0.012 -0.022 -0.047
Si 13.642 -0.099 1.681 -0.041 -0.05 0.036
Si -0.036 2.634 1.351 0.004 0.016 -0.047
Si 13.704 5.532 1.225 0.006 0.042 -0.086
Si -0.006 8.247 1.501 0.022 0.003 -0.047
Si 13.675 10.954 1.592 0.003 0.017 -0.034
Si 0.022 13.57 1.389 -0.02 -0.001 -0.059
Si 1.352 1.327 2.751 -0.027 -0.019 0.034
Si 3.98 4.111 2.589 -0.02 0.005 -0.004
Si 1.278 6.717 2.717 0.034 0.022 0.027
Si 4.142 9.474 2.754 0.02 -0.032 0.058
Si 1.401 12.237 2.738 -0.009 -0.005 0.02
Si 4.116 14.939 2.651 0.023 0.006 0.001
Si 6.728 1.344 2.616 0.004 0.027 0.001
Si 9.566 4.078 2.779 0.064 -0.005 0.038
Si 6.709 6.831 2.767 -0.016 0.024 0.007
Si 9.495 9.548 2.809 0 0.015 0.001
Si 6.808 12.202 2.733 -0.014 -0.007 0.06
Si 9.541 14.984 2.632 -0.001 -0.023 0.014
Si 12.21 1.402 2.732 -0.039 0.022 0.022
Si 14.951 4.094 2.64 0 0.016 -0.002
Si 12.313 6.828 2.713 0.018 -0.017 0.054
Si 15.035 9.601 2.898 0.008 -0.021 0.037
Si 12.176 12.289 2.77 -0.023 0.037 0.026
Si 15.034 14.854 2.907 0.037 -0.026 0.041
Si 0.033 -0.011 4.164 -0.005 0.013 -0.002
Si 2.718 2.73 4.047 -0.013 0.014 -0.029
Si -0.05 5.402 4.101 -0.012 -0.003 -0.011
Si 2.711 8.1 4.048 -0.002 0.012 -0.054
Si 0.086 10.929 4.193 -0.002 0.014 0.017
Si 2.755 13.617 4.065 -0.002 -0.001 -0.016
Si 5.428 -0.002 4.041 0.015 0.02 -0.009
Si 8.13 2.682 4.026 0.005 -0.027 -0.041
Si 5.344 5.426 4.045 -0.031 -0.03 -0.024
Si 8.123 8.161 4.112 -0.008 -0.008 -0.003
Si 5.467 10.852 4.12 -0.007 0.002 -0.02
Si 8.177 13.622 4.034 -0.001 0.011 -0.039
Si 10.859 0.009 4.064 0.017 -0.052 -0.025
Si 13.592 2.761 4.052 0.023 0 0.011
Si 10.934 5.466 4.092 -0.006 0.009 -0.02
Si 13.621 8.181 4.133 -0.028 0.008 -0.037
Si 10.848 10.919 4.142 0.013 0.032 -0.019
Si 13.576 13.562 4.179 0.033 -0.03 -0.013
Si 1.375 -1.351 16.323 -0.035 -0.011 0.012
Si 4.101 1.368 16.345 0.005 -0.007 0.012
Si 1.39 4.097 16.228 0.009 0.009 0.006
Si 4.094 6.831 16.318 -0.023 -0.018 0.019
Si 1.325 9.472 16.327 0.001 0.017 0
Si 4.042 12.217 16.303 0.014 0.007 0.02
Si 6.819 -1.357 16.279 0.008 -0.003 0.026
Si 9.521 1.39 16.246 -0.022 -0.003 0.017
Si 6.763 4.047 16.299 0.01 0.017 0.005
Si 9.504 6.801 16.345 0.021 0.016 0.038
Si 6.842 9.559 16.328 -0.016 0 0.004
Si 9.515 12.237 16.381 0.007 -0.016 -0.003
Si 12.221 -1.422 16.29 0.001 0.022 -0.003
Si -1.379 1.331 16.298 0.017 0 0.026
Si 12.266 4.136 16.292 -0.003 -0.023 0.012
Si -1.373 6.838 16.332 0.012 -0.011 0.011
Si 12.224 9.489 16.304 0.004 -0.011 0.022
Si -1.341 12.236 16.331 -0.023 -0.003 0.032
Si 2.733 0.011 17.693 0.001 -0.007 0.001
Si 5.451 2.716 17.744 0.009 0.009 0.024
Si 2.733 5.425 17.627 0.013 -0.002 -0.014
Si 5.469 8.223 17.658 -0.011 0 -0.012
Si 2.686 10.819 17.66 -0.004 0.008 -0.021
Si 5.41 13.617 17.597 0.002 0.003 -0.037
Si 8.208 0.012 17.611 -0.006 -0.005 -0.02
Si 10.883 2.764 17.576 0.006 0.003 -0.023
Si 8.12 5.387 17.641 -0.004 -0.012 -0.014
Si 10.848 8.187 17.72 -0.003 0 0.002
Si 8.165 10.887 17.777 -0.013 -0.005 0.026
Si 10.895 13.583 17.738 0.003 0.018 0.023
Si -2.738 -0.094 17.631 0.022 0.006 -0.028
Si 0.015 2.76 17.549 -0.022 -0.019 -0.029
Si -2.754 5.527 17.698 -0.029 0.004 0.004
Si -0.011 8.134 17.756 0.019 0.018 0.023
Si -2.698 10.813 17.637 0.021 -0.011 -0.015
Si 0.025 13.616 17.693 -0.007 -0.01 -0.006
Si 1.375 1.457 18.952 0.027 0.035 0.069
Si 4.081 4.126 19.07 0.001 0.009 0.036
Si 1.379 6.721 19.048 0.001 -0.009 0.051
Si 4.081 9.53 19.052 0.004 -0.015 0.029
Si 1.349 12.18 19.023 -0.037 -0.015 0.044
Si 4.103 -1.366 19.026 0.027 0.021 0.076
Si 6.872 1.324 19.033 -0.001 -0.018 0.038
Si 9.521 4.057 18.988 -0.006 0.013 0.031
Si 6.805 6.809 18.965 0.011 -0.008 0.032
Si 9.546 9.551 19.183 0.024 -0.005 0.024
Si 6.716 12.287 19.013 0 0.005 0.043
Si 9.548 -1.297 19.049 -0.003 0.005 0.043
Si 12.19 1.324 18.864 -0.029 -0.005 0.02
Si -1.319 4.142 18.906 0.038 0.034 0.021
Si 12.174 6.828 19.131 -0.017 0.023 0.034
Si -1.398 9.491 19.115 -0.037 0.002 0.059
Si 12.289 12.151 19.011 -0.017 -0.006 0.02
Si -1.355 -1.371 19.075 0.002 -0.007 0.031
Si -0.289 0.425 20.185 0.191 -0.324 -0.798
Si 2.462 3.006 20.357 0.155 -0.091 -0.777
Si 0.2 5.166 20.388 -0.135 0.188 -0.733
Si 2.99 7.864 20.306 -0.053 0.123 -0.796
Si -0.22 11.063 20.411 0.14 -0.143 -0.779
Si 2.925 13.358 20.275 -0.037 0.023 -0.662
Si 5.694 -0.224 20.346 -0.133 0.156 -0.771
Si 8.496 2.435 20.331 -0.116 0.046 -0.744
Si 5.265 5.726 20.346 0.058 -0.224 -0.72
Si 8.344 7.889 20.349 -0.03 0.214 -0.707
Si 5.145 11.168 20.381 0.109 -0.092 -0.741
Si 7.875 13.904 20.239 0.047 -0.077 -0.805
Si 10.751 0.259 20.386 0.068 -0.167 -0.696
Si -2.578 2.567 20.017 -0.092 0.157 -0.713
Si 10.538 5.647 20.381 0.249 -0.103 -0.741
Si -3.005 8.395 20.481 0.14 -0.182 -0.778
Si 11.181 10.703 20.506 -0.259 0.084 -0.696
Si -2.462 13.253 20.325 0.056 0.216 -0.725
Si 10.547 4.687 26.649 -0.164 0.106 0.123
Si 0.203 0.778 25.588 0.045 -0.079 -0.031
Si -0.182 7.686 24.791 -0.004 -0.011 0.1
Si -0.651 -0.424 22.916 -0.012 -0.116 -0.052
Si 6.817 9.529 25.52 0.114 0.062 0.064
Si 8.113 13.567 24.74 -0.014 0.071 0.032
Si 3.928 -1.896 26.716 -0.124 -0.031 -0.053
Si -4.198 11.414 26.625 -0.002 -0.098 0.156
Si 1.619 -2.134 22.979 -0.023 0.056 -0.077
Si -1.776 6.375 22.586 0.02 -0.024 -0.155
Si 7.058 9.774 22.449 -0.005 0.017 -0.187
Si 9.242 12.083 22.45 0.103 -0.033 -0.04
Si 1.379 9.377 22.595 -0.132 0.112 -0.127
Si 7.685 -0.089 25.813 0.019 0.026 -0.076
Si 2.672 11.534 24.322 0.021 0.082 0.133
Si 4.215 4.697 26.993 0.151 -0.153 -0.087
Si 4.406 1.718 22.487 0.025 -0.005 -0.232
Si -3.926 -2.036 25.451 0.096 0.12 0.065
Si -4.486 7.321 26.982 -0.066 0.157 0.051
Si -3.989 4.152 22.381 -0.052 0.09 -0.05
Si -1.001 -1.844 26.642 -0.084 -0.015 0.019
Si -0.035 3.038 27.449 0.116 0.023 0.156
Si 10.96 2.586 24.736 -0.064 0.022 -0.097
Si 1.323 12.697 26.648 0.093 -0.053 -0.053
Si 6.688 3.909 22.466 -0.006 -0.002 -0.118
Si 1.516 5.694 26.657 -0.031 0.055 0.036
Si 7.672 -2.266 27.57 -0.039 -0.061 0.108
Si 9.774 9.403 26.716 -0.043 0.025 0.047
Si 6.431 2.415 26.553 -0.24 -0.043 0.06
Si 5.522 12.204 25.205 -0.011 0.039 -0.034
Si 10.761 0.31 26.485 0.018 0.058 0.047
Si -3.642 -1.229 22.456 -0.017 0.066 -0.092
Si 5.405 7.625 27.511 -0.214 -0.036 0.123
Si 8.416 3.968 24.961 0.01 -0.018 -0.109
Si -2.136 9.193 26.633 -0.002 -0.016 0.039
Si 3.03 0.139 24.728 -0.129 -0.157 -0.029
Si 1.411 14.956 5.477 0.003 -0.014 0.002
Si 4.08 1.366 5.41 -0.012 -0.011 -0.006
Si 1.349 4.061 5.435 0.001 0 -0.008
Si 4.048 6.78 5.453 0.007 0.006 0.001
Si 1.411 9.487 5.464 0.005 -0.007 -0.001
Si 4.09 12.234 5.435 -0.007 -0.005 0.005
Si 6.802 14.966 5.404 0.001 -0.016 -0.006
Si 9.479 1.343 5.425 0.007 0.02 -0.012
Si 6.767 4.068 5.374 -0.001 0 -0.009
Si 9.519 6.798 5.432 0.023 0.015 -0.001
Si 6.808 9.521 5.495 0.001 0.002 0.002
Si 9.498 12.286 5.467 -0.006 0.013 0.003
Si 12.229 14.992 5.458 -0.01 0.013 0.002
Si 14.949 1.383 5.433 -0.024 0.004 -0.013
Si 12.255 4.092 5.456 0.011 0.007 0.001
Si 14.957 6.793 5.475 0.001 -0.019 -0.004
Si 12.228 9.533 5.464 0.007 -0.008 0.001
Si 14.965 12.228 5.519 -0.01 0.004 0.011
Si 2.75 0.012 6.813 -0.013 0.007 0.01
Si 5.44 2.719 6.776 0 -0.015 -0.008
Si 2.696 5.425 6.808 -0.005 0.004 0.01
Si 5.426 8.143 6.807 0.005 0.009 -0.004
Si 2.747 10.872 6.815 0.005 -0.017 -0.007
Si 5.451 13.604 6.783 0.001 0.003 -0.002
Si 8.144 -0.01 6.8 0.007 -0.004 -0.001
Si 10.864 2.713 6.773 0.011 0.005 -0.006
Si 8.14 5.422 6.758 0.01 -0.003 -0.008
Si 10.864 8.165 6.807 -0.019 0 -0.001
Si 8.161 10.901 6.827 -0.006 -0.005 0.004
Si 10.875 13.627 6.819 0.002 -0.003 -0.001
Si 13.594 0.028 6.806 0 -0.002 0.001
Si -0.006 2.717 6.808 0.008 -0.003 -0.002
Si 13.601 5.439 6.832 -0.024 0.006 0.007
Si 0.015 8.151 6.816 0.001 0 -0.008
Si 13.599 10.86 6.846 0.027 0.004 0.002
Si 0.016 13.614 6.83 -0.008 0.008 -0.009
Si 1.362 1.357 8.16 -0.006 -0.007 -0.006
Si 4.078 4.07 8.148 0.001 0.003 -0.002
Si 1.36 6.79 8.179 -0.001 0.001 0.006
Si 4.092 9.514 8.179 0.004 0.01 0.01
Si 1.37 12.231 8.168 -0.017 -0.013 -0.006
Si 4.1 14.96 8.16 0.003 0.012 -0.001
Si 6.793 1.363 8.149 -0.004 0.002 0.003
Si 9.507 4.076 8.134 -0.01 -0.011 -0.006
Si 6.8 6.784 8.144 -0.009 0.009 0.002
Si 9.517 9.529 8.171 0.016 0.017 0.001
Si 6.792 12.251 8.171 0.007 -0.003 0
Si 9.509 14.97 8.176 0.003 -0.003 0.006
Si 12.224 1.373 8.16 0.01 -0.016 0.001
Si -1.357 4.078 8.177 0.008 0.008 0.003
Si 12.228 6.803 8.166 0.009 -0.006 -0.001
Si -1.35 9.502 8.182 -0.024 -0.017 -0.002
Si 12.235 12.251 8.169 -0.001 0.006 -0.007
Si -1.359 14.981 8.165 0.014 0.011 -0.004
Si 0.005 0.004 9.529 -0.007 0.011 0.003
Si 2.72 2.718 9.514 -0.009 -0.007 -0.001
Si -0.002 5.438 9.536 -0.002 -0.001 0.009
Si 2.723 8.157 9.529 -0.006 0.005 -0.005
Si 0.005 10.878 9.528 0.005 0.005 0
Si 2.732 13.597 9.518 0.005 0.004 -0.005
Si 5.446 0.003 9.52 0.007 -0.009 0.009
Si 8.159 2.719 9.507 0.004 -0.002 -0.002
Si 5.437 5.435 9.509 0.008 -0.007 -0.003
Si 8.151 8.157 9.511 0.002 0 -0.007
Si 5.445 10.881 9.533 -0.002 0.001 0.002
Si 8.157 13.601 9.53 -0.004 -0.002 0.001
Si 10.876 0.008 9.526 0 0.006 0.006
Si 13.594 2.719 9.525 -0.009 0.001 -0.001
Si 10.863 5.436 9.509 -0.004 0.014 -0.004
Si 13.597 8.149 9.528 0.003 -0.004 0.004
Si 10.88 10.886 9.526 0 -0.008 0
Si 13.602 13.611 9.518 0.008 -0.001 -0.006
Si 1.364 14.952 10.878 -0.005 -0.005 -0.002
Si 4.076 1.358 10.873 -0.007 0.003 -0.008
Si 1.364 4.076 10.88 0.008 0.003 -0.006
Si 4.084 6.795 10.881 0.003 0.01 0.004
Si 1.366 9.522 10.887 -0.007 -0.008 0.001
Si 4.085 12.243 10.889 -0.004 -0.011 0.001
Si 6.8 14.963 10.883 0.004 0.006 0
Si 9.515 1.365 10.881 -0.001 0.005 0.006
Si 6.804 4.083 10.866 -0.001 -0.002 -0.006
Si 9.515 6.806 10.872 -0.008 -0.005 0.002
Si 6.8 9.513 10.884 0.006 0.008 0.002
Si 9.517 12.237 10.886 -0.001 0.004 0.001
Si 12.241 14.964 10.882 -0.004 0.002 -0.005
Si -1.358 1.363 10.886 0.002 -0.009 0.004
Si 12.228 4.08 10.874 0.014 -0.006 0.003
Si -1.365 6.796 10.89 -0.007 -0.008 0.001
Si 12.24 9.521 10.876 0.01 0.007 -0.007
Si -1.363 12.242 10.875 -0.011 0.008 -0.002
Si 2.723 -0.007 12.234 0.001 -0.002 -0.004
Si 5.441 2.726 12.217 0.004 -0.002 -0.009
Si 2.717 5.439 12.236 -0.014 -0.021 0.001
Si 5.439 8.156 12.246 -0.012 -0.007 0
Si 2.728 10.88 12.248 0.007 0.016 -0.002
Si 5.444 13.607 12.247 0.013 0.013 -0.002
Si 8.162 -0.006 12.237 -0.011 -0.013 0.003
Si 10.872 2.726 12.242 -0.007 -0.009 0.003
Si 8.156 5.451 12.231 0.006 0.007 -0.002
Si 10.877 8.169 12.233 0.008 0.009 -0.002
Si 8.16 10.873 12.244 0.002 -0.009 -0.002
Si 10.884 13.595 12.238 0.001 0.002 0.002
Si 13.606 -0.001 12.244 0.012 0.01 0.002
Si 0.008 2.721 12.243 -0.004 0.012 0.005
Si 13.591 5.432 12.237 -0.011 0.003 0.001
Si -0.005 8.169 12.237 0.004 0.007 -0.002
Si 13.595 10.879 12.232 -0.004 -0.011 -0.004
Si -0.001 13.592 12.236 -0.005 -0.012 -0.006
Si 1.369 1.351 13.594 0.002 -0.01 -0.004
Si 4.091 4.084 13.582 0.001 0.006 -0.001
Si 1.354 6.807 13.585 0.004 0.006 -0.005
Si 4.084 9.519 13.611 -0.002 0 0.003
Si 1.355 12.232 13.598 -0.006 0.002 0.003
Si 4.081 14.964 13.606 0 -0.008 0.003
Si 6.789 1.359 13.57 0.002 0.01 -0.005
Si 9.514 4.099 13.594 -0.01 0.005 0.002
Si 6.804 6.804 13.607 0.002 0.001 0
Si 9.522 9.523 13.608 0.004 0.001 0.003
Si 6.804 12.24 13.598 -0.002 -0.005 -0.001
Si 9.524 14.95 13.595 0 0.006 -0.003
Si 12.241 1.364 13.594 0 0.001 0.004
Si -1.358 4.084 13.596 0.004 -0.016 0
Si 12.237 6.805 13.583 0.016 -0.01 -0.002
Si -1.364 9.531 13.595 -0.01 0.011 -0.004
Si 12.231 12.222 13.598 0.004 0.003 -0.006
Si -1.359 14.946 13.6 -0.004 0.007 0.002
Si 0.006 -0.009 14.952 -0.01 -0.001 0.003
Si 2.753 2.707 14.934 0 -0.006 -0.006
Si -0.015 5.47 14.949 -0.01 0.003 0
Si 2.71 8.153 14.955 -0.002 -0.004 -0.003
Si 0.002 10.871 14.967 -0.005 -0.001 0.004
Si 2.71 13.598 14.951 -0.001 -0.001 0
Si 5.446 0.015 14.955 0.002 0.005 0.005
Si 8.135 2.726 14.917 -0.004 -0.005 -0.006
Si 5.432 5.446 14.957 -0.014 -0.005 0.008
Si 8.165 8.165 14.97 0.005 -0.01 -0.003
Si 5.449 10.887 14.964 -0.001 0.004 0.009
Si 8.178 13.58 14.963 0.004 0.008 0
Si 10.888 -0.012 14.943 -0.003 0.001 0.005
Si -2.719 2.727 14.953 0.014 -0.004 0.002
Si 10.872 5.47 14.954 -0.002 0.009 0.013
Si -2.725 8.164 14.939 -0.008 0.004 -0.007
Si 10.867 10.884 14.984 -0.006 -0.008 0.01
Si -2.716 13.563 14.948 0.011 -0.003 -0.002
O -0.087 13.26 26.074 -0.234 -0.313 -0.416
O 11.049 4.912 21.748 -0.188 -0.167 0.516
O 1.31 4.057 20.885 -0.075 -0.071 0.279
O 7.999 5.483 29.254 -0.089 -0.162 -0.476
O 4.138 6.815 20.844 0.108 0.025 0.461
O 9.637 1.372 20.883 -0.085 0.027 0.283
O 8.621 13.198 21.482 0.269 0.005 0.308
O 9.419 6.752 20.858 0.166 0.16 0.329
O 6.791 -1.34 20.848 0.137 0.025 0.494
O 2.439 -0.967 23.717 0.174 -0.126 0.077
O -4.197 12.724 25.702 -0.361 -0.202 -0.379
O -0.175 -0.464 26.541 0.093 -0.012 0.197
O 12.251 9.548 20.997 -0.063 0.114 0.546
O 4.017 12.269 20.882 -0.122 0.092 0.243
O -0.055 7.992 29.158 0.025 0.113 -0.368
O 8.063 10.893 29.265 -0.091 0.021 -0.421
O 1.713 6.435 28.093 0.328 -0.015 -0.247
O 3.555 4.332 28.427 -0.553 0.182 -0.136
O -1.453 1.513 20.522 -0.152 0.196 0.367
O -3.858 11.767 28.176 0.597 -0.021 -0.115
O -4.654 7.376 28.592 -0.561 0.555 -0.006
O 9.297 12.845 23.888 0.413 0.277 0.337
O -1.366 3.445 28.257 -0.498 -0.317 -0.476
O 9.394 2.818 24.339 -0.302 -0.471 -0.513
O 6.882 -1.02 26.897 -0.705 0.131 0.203
O 4.319 -1.578 28.235 0.417 -0.158 0.105
O 6.042 5.153 21.663 0.307 0.377 0.465
O 11.567 -0.322 21.688 0.092 -0.023 0.226
O 2.557 0.104 29.147 -0.186 0.129 -0.345
O 6.575 7.581 28.613 0.243 0.299 -0.114
O 10.762 13.423 29.254 0.018 0.147 -0.499
O 7.542 8.457 21.65 -0.176 -0.138 0.387
O 2.242 8.464 21.604 0.02 0.154 0.127
O 0.993 12.237 28.149 -0.321 -0.031 0.008
O -1.277 -2.076 28.22 -0.044 -0.622 0.126
O 5.085 3.38 26.495 -0.298 -0.187 -0.116
O -1.307 6.772 24.074 -0.217 -0.174 0.298
O -1.313 12.206 20.873 0.017 0.115 0.247
O 11.241 3.342 26.128 0.586 -0.227 0.303
O 4.272 11.721 24.319 0.285 -0.249 -0.644
O 0.418 10.378 21.752 0.06 -0.092 0.352
O 8.389 9.49 25.9 0.129 0.129 -0.186
O 11.899 3.194 23.592 0.287 -0.144 -0.108
O 2.741 10.617 29.092 -0.107 0.012 -0.48
O 5.811 10.478 21.697 -0.244 -0.026 0.207
O -0.461 0.579 24.144 -0.034 0.598 -0.131
O 11.282 1.053 25.121 0.225 -0.31 -0.369
O 0.831 6.732 25.624 -0.068 0.203 -0.215
O 6.17 10.943 25.986 0.098 0.156 0.61
O 9.509 9.081 28.272 -0.026 -0.531 -0.146
O -1.736 9.632 28.139 0.011 0.551 0.081
O 10.766 5.58 0.02 0.005 0.089 -0.127
O -3.341 13.758 21.598 -0.566 -0.345 0.137
O -2.368 7.672 21.802 -0.019 0.315 0.327
O 2.097 14.14 21.44 -0.069 0.102 -0.185
O 1.813 0.888 25.483 0.134 0.453 0.176
O 0.95 2.147 28.387 0.368 0.075 0.048
O -0.543 5.777 21.709 0.104 -0.039 0.181
O 1.954 12.762 23.597 -0.179 -0.081 -0.116
O 3.887 1.219 23.916 0.039 0.219 0.214
O 4.946 13.277 26.248 0.174 0.004 0.447
O 11.368 -1.188 26.378 -0.055 -0.347 0.185
O 2.411 10.197 23.502 0.323 -0.372 -0.138
O 8.368 13.262 26.325 0.408 -0.465 0.108
O 0.553 8.428 23.574 -0.118 -0.112 -0.142
O -5.002 0.974 27.885 -0.095 0.403 -0.026
O 4.241 8.567 28.178 -0.181 -0.247 -0.541
O 0.253 0.102 21.68 0.696 -0.022 0.174
O 0.598 4.402 26.905 -0.282 0.08 -0.029
O -0.839 8.833 25.738 0.358 0.459 0.092
O 4.01 -0.575 25.795 0.48 0.205 -0.2
O 0.023 -1.881 23.192 -0.396 -0.399 0.175
O 6.691 1.636 27.957 0.156 -0.242 -0.274
O 5.512 2.853 22.768 -0.027 0.018 0.097
O 10.695 8.171 26.216 -0.086 -0.246 -0.615
O 3.155 2.326 21.662 -0.07 0.034 0.438
O 6.764 13.028 28.433 -0.625 -0.006 -0.486
O -2.903 -0.17 28.993 0.271 -0.081 -0.371
O -4.182 -1.657 23.904 -0.476 -0.199 -0.072
O -3.046 10.409 26.071 0.167 0.206 -0.42
O 7.364 4.45 23.836 -0.248 0.456 -0.115
O 10.646 10.752 26.543 -0.128 0.263 -0.348
O -4.619 5.788 26.565 0.361 -0.122 -0.235
O 1.98 11.48 25.796 -0.194 -0.398 0.067
O 10.022 4.351 28.138 0.227 -0.048 0.067
O -2.376 -1.716 25.813 0.133 0.331 -0.28
O -2.899 5.413 29.174 -0.116 -0.089 -0.571
O 6.705 1.182 25.482 -0.238 -0.147 -0.644
O 6.686 12.894 24.303 -0.337 0.18 -0.535
O 10.64 11.525 21.833 0.056 0.154 0.446
O -2.221 -0.462 22.576 0.056 0.521 -0.035
O -3.322 3.182 21.305 0.019 -0.297 0.135
O 7.631 3.446 26.271 0.373 0.352 0.422
O 2.395 -2.412 26.647 -0.166 0.275 0.032
O -2.918 5.266 22.813 0 -0.015 0.488
O 2.938 5.129 26.078 0.031 -0.015 -0.517
O 9.133 0.382 26.42 0.063 0.173 0.42
O 5.051 0.481 21.666 -0.293 -0.044 0.418
O -0.423 2.131 26.184 -0.247 0.002 -0.29
O 9.372 5.12 25.595 0.061 0.721 0.022
O 6.626 9.353 23.931 -0.199 -0.215 0.061
O -3.014 7.839 26.619 0.1 -0.37 -0.461
O 5.985 8.331 26.197 -0.221 -0.396 -0.479
O 8.287 10.8 22.535 0.082 -0.263 0.014
O 7.845 3.178 21.617 0.219 0.121 0.154
O 8.007 -1.121 24.568 -0.078 0.091 -0.678
O 8.758 -1.514 28.501 0.252 0.423 -0.401
O 5.062 6.079 27.153 0.14 0.036 0.028

Results
total energy: -82020.795 eV
total energy less fixed offsets of O -438.35, Si -107.03 eV per atom: -1.275 eV
